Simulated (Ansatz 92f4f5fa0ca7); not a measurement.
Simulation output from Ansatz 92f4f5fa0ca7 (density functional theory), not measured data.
Periodic cell of 252 atoms, Si132O88H32, with a vacuum gap, from a study of silicon, its oxide and their interface. The atomic structure is a simulated model.

Settings
functional: r2SCAN
potential files: Ansatz PAW
basis: plane waves
wave-function cutoff: 800 eV
density cutoff ratio: 5
exchange-correlation grid ratio: 1
k mesh: 1 x 1 x 1, shifted by 0.5 0.5 0 of a step
self-consistency stop: 1e-11 eV per atom in the density residual
occupations: fixed
spin: none
net charge: 0
applied field: sawtooth along c, amplitude +0.015 V/angstrom in the program's sign convention, ramp centred at 0.9888 of c and 0.0224 of c wide, no dipole correction

Cell vectors (angstrom)
a 10.88 0 0
b 0 10.88 0
c 0 0 44.5942

Atoms: element, x, y, z (angstrom)
Si 0.468 -0.8145 30.709
Si 2.7213 3.3587 30.8953
Si 0.3296 5.3846 30.708
Si 2.8346 8.1341 31.2392
Si 5.6702 -0.1645 30.9985
Si 8.2759 2.6115 30.6919
Si 5.1439 6.1084 30.8576
Si 7.9221 8.5709 31.0725
Si 1.6476 1.6352 32.1549
Si 4.191 4.4319 32.2784
Si 1.3672 6.7569 32.3578
Si 4.1793 9.6016 32.414
Si 6.8543 1.4656 32.187
Si 9.6347 4.097 31.9877
Si 6.7663 6.9935 32.305
Si 9.6597 9.5348 32.2906
Si 0.0893 2.8181 33.5003
Si 2.7976 0.1552 33.6128
Si 0.0076 8.1316 33.6693
Si 2.7697 5.5297 33.7507
Si 5.4813 2.8493 33.5157
Si 8.2814 0.1278 33.5625
Si 5.4847 8.253 33.786
Si 8.2154 5.465 33.4222
Si 1.4053 4.1018 34.9848
Si 4.1621 1.4738 34.9569
Si 1.3963 9.5891 34.9057
Si 4.1029 6.8912 35.0842
Si 6.871 4.1522 34.8703
Si 9.6098 1.4747 34.9167
Si 6.9208 9.632 34.982
Si 9.5208 6.7691 34.9506
Si 0.0338 0.0395 36.2668
Si 2.7492 2.7381 36.3362
Si 0.0265 5.453 36.3285
Si 2.7066 8.2508 36.3479
Si 5.5001 0.0762 36.3189
Si 8.2007 2.7896 36.2685
Si 5.4964 5.4553 36.2973
Si 8.2002 8.1792 36.3116
Si 1.3841 1.3471 37.6637
Si 4.1291 4.0941 37.6576
Si 1.3757 6.8349 37.6899
Si 4.1011 9.5667 37.6676
Si 6.8487 1.4334 37.6611
Si 9.5437 4.1001 37.6727
Si 6.8298 6.814 37.6589
Si 9.5671 9.555 37.6422
Si 0.0002 2.6965 6.9155
Si 2.7187 -0.0073 6.9534
Si -0.0237 8.1629 6.9444
Si 2.7775 5.4449 6.9236
Si 5.4456 2.7261 6.9576
Si 8.2012 0.0475 6.9033
Si 5.4316 8.1409 6.9038
Si 8.1607 5.4327 6.9384
Si 1.4143 4.0246 8.2128
Si 4.0985 1.3199 8.3033
Si 1.3327 9.5052 8.2926
Si 4.1506 6.7442 8.3352
Si 6.7934 4.0855 8.3165
Si 9.4951 1.4142 8.3375
Si 6.8125 9.5246 8.1671
Si 9.491 6.7856 8.3
Si -0.0654 -0.0114 9.6396
Si 2.7172 2.6633 9.6369
Si 0.0229 5.3454 9.5256
Si 2.7159 8.1007 9.5734
Si 5.5077 -0.0652 9.5925
Si 8.0875 2.7624 9.7454
Si 5.523 5.3828 9.7956
Si 8.0312 8.1475 9.5805
Si 1.3105 1.3149 10.9847
Si 4.109 3.9253 11.0639
Si 1.3709 6.6727 10.863
Si 4.1527 9.3904 10.875
Si 6.7452 1.289 11.0812
Si 9.4933 4.1976 11.0184
Si 6.8328 6.87 11.2009
Si 9.3591 9.5004 10.897
Si -0.1515 2.6584 12.2623
Si 2.8673 -0.0547 12.1289
Si -0.2914 7.853 11.9511
Si 2.8459 5.4481 12.2688
Si 5.0387 2.2067 12.4815
Si 7.9944 -0.1556 12.462
Si 4.9952 7.8019 12.4655
Si 8.8694 6.1891 12.2953
Si 0.8138 3.9024 13.9268
Si 5.8998 1.932 14.6653
Si 0.8038 9.1811 13.5495
Si 5.3849 8.4582 14.7176
Si 7.7718 4.4082 15.5939
Si 9.7746 0.8854 13.5442
Si 6.6457 10.497 14.4895
Si 9.3606 5.926 14.6125
Si 1.0278 -1.6307 21.3416
Si 10.4398 7.9768 15.9104
Si -5.1274 8.1973 22.4303
Si 1.5946 13.2011 16.3355
Si -1.2356 4.3823 18.2016
Si 8.9575 10.8054 16.2195
Si 4.0753 -1.576 17.291
Si 10.2417 12.3847 18.4994
Si 1.5783 5.1724 19.169
Si 3.9569 10.3487 22.2065
Si 4.352 1.4004 16.5028
Si 11.5847 10.5157 25.147
Si 6.0018 5.7407 16.3043
Si 6.6467 11.3288 20.6074
Si 7.9963 7.9263 24.3577
Si 14.5309 4.0858 17.3763
Si 1.3488 8.1611 18.5058
Si 5.6761 5.8956 24.1041
Si 7.2883 5.9218 19.2028
Si 0.389 7.7929 23.8261
Si 5.4096 14.0321 26.6586
Si 6.8843 3.4434 20.9792
Si 12.1234 14.9527 22.1301
Si 9.7155 11.4198 21.4017
Si 6.1691 8.6801 19.4595
Si 9.2741 3.2741 22.6762
Si 17.4464 3.7073 23.9365
Si 13.3865 16.4537 24.4374
Si 2.1911 1.6272 23.4984
Si 4.0949 1.5482 28.8506
Si 1.4265 12.2605 27.3874
Si 7.0316 4.8209 28.6976
Si 13.4746 3.667 25.7849
Si -1.2054 11.3498 28.6885
Si 9.0863 9.3736 26.6932
Si 9.3077 6.9556 28.6893
O -13.143 10.5382 27.7447
O 8.4528 3.6539 21.3345
O 1.526 4.3238 30.2439
O -0.271 6.225 29.3983
O -2.3318 7.8377 29.7829
O 1.7329 9.0655 30.4081
O -0.3642 10.1235 29.33
O 4.8354 0.4093 29.7185
O 6.8393 -1.207 30.4968
O 6.4749 4.152 27.3418
O 7.4979 3.626 29.6825
O 5.8457 5.6326 29.4557
O 3.925 7.1587 30.4323
O 11.8389 11.5837 30.9875
O 4.6226 20.0372 23.109
O -0.2526 4.1704 22.8016
O 0.1992 -3.0662 17.4036
O 2.3099 3.7519 16.5549
O 4.4776 5.1758 16.5053
O 0.0428 10.6071 13.5928
O 9.5209 9.312 15.9584
O 2.2351 4.6363 13.5685
O 8.8675 4.1569 16.7991
O 4.4825 2.6857 17.5307
O 6.0734 7.1137 15.4108
O 9.4671 1.0418 15.1541
O 11.6801 2.647 14.9807
O 7.3749 10.6246 15.9897
O 3.8796 11.9263 12.8218
O 11.7144 8.3752 14.9606
O 14.7824 6.591 12.778
O 2.3196 -1.1882 13.2052
O 0.7573 -1.8819 19.7599
O 0.3294 15.7047 18.1611
O 4.5406 10.8717 17.3086
O -1.5799 0.4697 17.6904
O 10.7836 5.0908 14.5428
O 1.8325 -4.1198 19.1414
O 0.6977 12.6574 17.5837
O 13.4608 9.0022 17.8479
O 12.6123 13.4028 22.2219
O 6.5079 5.9495 17.8128
O 18.1828 7.5093 19.5691
O 19.7175 16.3694 19.0516
O 10.7039 -0.6566 21.8946
O 2.7881 1.2734 16.019
O 1.166 4.5714 20.6047
O 3.0498 4.5692 18.7944
O 7.1839 2.9522 15.0388
O 14.269 11.5065 23.152
O 9.7459 12.6175 22.4961
O 17.5721 10.2183 19.4059
O 4.1478 8.787 15.7497
O 0.7744 7.8936 22.2368
O 6.5277 4.7993 20.1338
O -5.3315 17.4909 22.6404
O 6.9763 6.695 24.7874
O -0.0986 12.2611 27.934
O -5.4549 8.4596 20.8709
O 5.1432 8.4939 18.2212
O 12.4597 2.8938 26.7973
O 11.7685 11.7144 24.0665
O 13.7351 13.4634 24.6059
O -8.5625 4.9859 22.92
O 2.5869 -1.0878 21.4523
O 9.6205 7.9908 27.4465
O 9.5493 13.7934 18.8402
O 3.7893 2.8832 29.7287
O 1.0875 9.1211 24.4571
O -2.9402 8.9197 25.6434
O 10.1379 10.2018 25.7758
O 7.2504 8.5471 23.0258
O 5.9952 2.789 25.1723
O 18.9914 0.1932 21.3165
O 5.2303 11.0487 21.4004
O 10.4246 11.7735 19.976
O 1.6402 11.0234 26.3598
O 5.0924 12.7451 27.6007
O 2.6098 11.9427 28.4412
O 17.505 2.0363 20.1795
O 8.2737 5.7714 28.2659
O 12.1375 6.6217 24.5598
O 14.973 16.943 24.6295
O 6.0919 14.171 22.4093
O 9.6214 7.6372 24.0619
O -1.9417 12.2952 29.7747
O 4.0014 3.929 26.5503
O 8.2197 3.5457 23.9045
H 2.1998 0.5193 38.5961
H 0.552 2.1585 38.5961
H 4.935 3.2567 38.59
H 3.3071 4.9156 38.59
H 0.5327 7.6349 38.6223
H 2.201 6.0166 38.6223
H 4.894 8.717 38.6
H 3.2563 10.3649 38.6
H 7.6604 0.6016 38.5936
H 5.994 2.2209 38.5936
H 8.7068 4.9065 38.6051
H 10.3452 3.2584 38.6051
H 5.9868 7.614 38.5913
H 7.6362 5.9771 38.5913
H 10.3568 8.7023 38.5746
H 8.7473 10.3788 38.5746
H -0.8012 3.5382 5.983
H 0.8323 1.8851 5.983
H 1.903 0.8205 6.021
H 3.5635 -0.8054 6.021
H 0.8193 7.3629 6.012
H -0.8134 9.0156 6.012
H 1.9522 6.2632 5.9912
H 3.5995 4.6233 5.9912
H 6.3003 1.9387 6.0252
H 4.6397 3.5635 6.0252
H 9.021 -0.7763 5.9708
H 7.3895 0.8793 5.9708
H 6.2746 7.3408 5.9713
H 4.6387 8.9906 5.9713
H 8.9976 4.6263 6.0059
H 7.3543 6.2696 6.0059

Results
free energy: -135114.121 eV
free energy less fixed offsets of H -15.71, O -570.45, Si -639.56 eV per atom: 10.119 eV

Forces (eV/angstrom), in the order of the atoms: element, x, y, z
Si 0.0015 -0.0013 0.0216
Si 0.0044 0.0011 0.0292
Si -0.0047 -0.0067 0.0308
Si 0.0064 0.0015 0.0188
Si 0.0007 -0.0011 0.0294
Si -0.0035 -0.0012 0.0381
Si 0.0022 0.0017 0.0349
Si -0.0128 -0.003 0.0262
Si 0.0026 0.011 -0.0011
Si -0.0017 0.0102 -0.017
Si 0.0172 0.0024 -0.0118
Si -0.0011 -0.011 -0.0167
Si 0.009 0.0019 -0.0169
Si -0.0003 -0.0099 -0.0138
Si -0.0053 0.0052 -0.0134
Si -0.0003 0.0173 -0.0109
Si 0.0024 0.0051 -0.0067
Si 0.0114 0.0034 0.0053
Si -0.002 -0.0077 0.0178
Si 0.0006 0.0031 0.0084
Si -0.0115 -0.0129 0.0011
Si -0.0122 -0.0118 0.0072
Si 0.003 0.0041 -0.0005
Si 0.0057 0.0133 0.0004
Si 0.0092 0.0048 0.0228
Si 0.0286 0.0237 0.0231
Si 0.0293 0.0102 0.0265
Si 0.0114 0.0095 0.0052
Si -0.0001 0.0003 0.0318
Si -0.0006 -0.0003 0.0097
Si 0 -0.0066 0.0058
Si -0.0151 -0.0031 0.0297
Si -0.0674 0.057 0.1952
Si 0.0022 -0.0155 0.1693
Si -0.0029 0.0175 0.1849
Si 0.0198 -0.0345 0.2061
Si -0.0096 -0.0158 0.1702
Si 0.0065 -0.0151 0.1857
Si -0.0203 0.0138 0.1855
Si 0.003 0.007 0.1557
Si 0.0932 0.1088 0.3289
Si -0.0608 0.0483 0.3674
Si -0.1316 0.0932 0.2384
Si 0.0862 0.1986 0.3334
Si -0.0011 -0.0688 0.2964
Si 0.0161 0.0167 0.3713
Si -0.0204 0.0764 0.3866
Si -0.0481 -0.1201 0.2597
Si 0.0634 0.0754 -0.3314
Si -0.0059 -0.0401 -0.315
Si -0.0458 -0.0494 -0.331
Si 0.0771 -0.2529 -0.2562
Si -0.0488 -0.0438 -0.1902
Si -0.1111 0.0075 -0.2714
Si 0.143 -0.0107 -0.3526
Si -0.0035 -0.047 -0.299
Si 0.0194 -0.0172 -0.1723
Si 0.0138 -0.0036 -0.1609
Si 0.0014 0.0273 -0.1747
Si 0.0222 -0.0184 -0.2099
Si 0.0174 -0.0211 -0.1816
Si -0.037 0.0321 -0.1856
Si -0.0099 0.0107 -0.1851
Si 0.044 -0.017 -0.1563
Si 0.0067 -0.0091 -0.0316
Si -0.0305 0.0003 -0.023
Si -0.0252 -0.0056 -0.009
Si -0.0162 0.0116 -0.02
Si 0.0017 -0.0055 -0.0149
Si 0.0014 -0.0123 -0.0318
Si -0.0073 -0.0117 -0.0378
Si 0.0101 0.0138 -0.0104
Si 0.0069 0.016 -0.0016
Si -0.008 -0.0002 -0.008
Si -0.0144 -0.0117 -0.006
Si 0.0039 0.0067 -0.0053
Si 0.0035 -0.0185 -0.0005
Si 0.0323 0.0062 0.0068
Si 0.0105 0.0153 -0.0106
Si -0.0123 -0.0158 0.0037
Si -0.0102 -0.003 0.0108
Si -0.0004 -0.0017 0.001
Si -0.0021 -0.0029 -0.0033
Si -0.0134 -0.0002 0.0106
Si 0.0074 -0.0074 0.0117
Si -0.0048 0.0063 -0.0007
Si -0.0122 0.0015 0.0017
Si 0.018 0.001 0.0021
Si -0.0009 -0.0085 0.0066
Si 0.005 0.004 0.0072
Si -0.0062 -0.0089 0.0104
Si -0.0038 -0.011 0.0261
Si 0.0048 -0.0097 0.0299
Si -0.0003 0.0095 0.0046
Si 0.0092 0.0035 0.0008
Si -0.0001 -0.0053 0.0093
Si 0.0014 -0.004 0.0428
Si 0.0094 0.007 0.0327
Si 0.0073 -0.0079 0.04
Si -0.0039 0.0035 0.0259
Si 0.0082 0.0054 0.0379
Si 0.014 0.0076 0.0333
Si -0.0015 -0.009 0.04
Si 0.0009 0.001 0.0477
Si -0.0059 -0.002 0.0404
Si -0.0066 0.0038 0.0319
Si -0.0101 0.0045 0.0265
Si -0.0063 0.0013 0.0421
Si -0.003 -0.0034 0.0265
Si -0.003 0.0054 0.0275
Si 0.005 0.0053 0.0469
Si -0.0081 0.0085 0.0251
Si -0.0007 0.0023 0.047
Si 0.0005 -0.0036 0.0288
Si -0.0018 -0.0049 0.0399
Si -0.0027 0.001 0.0406
Si 0.0048 -0.0026 0.046
Si -0.0006 -0.005 0.0416
Si 0.0097 -0.0013 0.0478
Si -0.0003 -0.0002 0.039
Si -0.0001 0.0023 0.0443
Si -0.0023 0.005 0.0347
Si -0.0078 -0.0032 0.0383
Si 0.0016 -0.0035 0.0268
Si -0.0042 0.004 0.0377
Si 0.0053 -0.0038 0.0433
Si -0.0018 -0.0045 0.0391
Si -0.0003 0.004 0.0434
Si 0.0009 -0.0048 0.0324
Si -0.0026 0.0013 0.0382
Si 0.004 0.0001 0.0537
Si -0.0043 -0.0043 0.0356
O -0.0024 -0.0088 -0.0215
O -0.004 0.0015 -0.0195
O -0.0023 0.0046 -0.0045
O -0.0014 0.0046 -0.0117
O 0.011 -0.0085 -0.0194
O -0.008 0.0071 -0.0055
O -0.0057 0.0042 -0.0186
O -0.0085 0.0109 -0.0204
O 0.0048 -0.0003 -0.0118
O -0.0081 -0.0105 -0.0289
O -0.0057 0.011 -0.0214
O 0.0083 -0.0087 -0.0295
O -0.0002 -0.0004 -0.0048
O -0.0058 -0.0068 -0.0022
O -0.0003 0.0035 -0.0139
O 0.0004 -0.0008 -0.0138
O -0.0141 -0.005 -0.0307
O -0.002 -0.0037 -0.0144
O 0.0062 0.0027 -0.0148
O 0.0046 0.0004 -0.0175
O -0.0016 -0.0069 -0.0055
O 0.0066 0.0007 -0.007
O -0.0182 0.0074 -0.0409
O 0.0048 -0.013 -0.0227
O -0.003 0.0165 -0.0154
O -0.003 0.0057 -0.0191
O -0.0023 0.0062 -0.0157
O -0.019 -0.0042 -0.0203
O 0.0013 0.012 -0.0043
O -0.0001 0.0034 -0.0073
O 0.0089 0.0043 -0.0063
O 0.0009 -0.0005 -0.0074
O 0.0007 -0.0048 -0.0319
O -0.0064 -0.0001 -0.0094
O 0.0031 0.0078 -0.0156
O -0.0065 -0.0079 -0.0274
O -0.0007 0.0012 -0.0089
O -0.0003 0.0079 -0.0129
O 0.0104 0.0014 -0.02
O 0.0076 0.0025 -0.0194
O -0.0042 0.0058 -0.0217
O -0.0077 -0.0043 -0.0333
O 0.0004 -0.0046 -0.0159
O 0.0033 -0.0032 -0.0134
O -0.001 0.0026 -0.0199
O 0.0027 -0.0026 -0.0057
O 0.0025 0.0093 -0.0339
O 0.0091 -0.0037 -0.0181
O -0.0044 -0.0059 -0.0072
O 0.0078 -0.0087 -0.0179
O -0.0019 -0.0101 -0.0146
O 0.0002 -0.0052 -0.0196
O 0.0101 -0.0003 -0.0248
O 0.0019 0.0097 -0.0261
O 0.0008 0.0137 -0.0145
O -0.0022 0.0104 -0.0186
O -0.0033 -0.0005 -0.0077
O 0.011 0.0035 -0.0195
O 0.003 0.0023 -0.0293
O -0.0115 0.005 -0.0284
O 0.0048 0.0124 -0.0247
O 0.0051 0.0069 -0.0204
O -0.0046 -0.0094 -0.0239
O -0.0079 -0.0039 -0.024
O -0.0054 -0.0024 -0.0146
O -0.0005 0.0127 -0.0215
O -0.0013 0.0032 -0.0135
O 0.0041 -0.0058 -0.0248
O 0.001 -0.0085 -0.0235
O -0.0075 -0.0082 -0.0269
O 0.0103 0.0019 -0.0217
O -0.01 0.0045 -0.0217
O 0.0085 0.0065 -0.0329
O -0.0061 -0.0013 -0.0127
O 0.0108 0.0027 -0.0171
O 0.0028 0.0087 -0.029
O -0.0032 -0.0078 -0.0235
O 0.006 0.008 -0.0267
O -0.0115 -0.0011 -0.0168
O 0.0002 -0.0044 -0.0112
O 0.0018 0.0017 -0.016
O -0.0025 0.004 -0.0108
O 0.005 0.0015 -0.0068
O 0.0025 -0.0061 -0.0289
O 0.003 -0.0004 -0.0107
O 0.0101 -0.0123 -0.0243
O -0.0106 0.0051 -0.0125
O 0.0068 -0.001 -0.0119
H -0.3684 0.3228 -0.2638
H 0.2801 -0.2498 -0.2851
H -0.3588 0.3513 -0.2541
H 0.3314 -0.1864 -0.2778
H 0.3084 -0.3604 -0.2186
H -0.2144 0.2755 -0.3113
H -0.2035 0.2974 -0.3032
H 0.4806 -0.2335 -0.2185
H -0.2001 0.3233 -0.2729
H 0.4557 -0.241 -0.254
H 0.3389 -0.2898 -0.2529
H -0.2843 0.257 -0.2771
H 0.2738 -0.2674 -0.2691
H -0.245 0.3767 -0.2674
H -0.201 0.4366 -0.2677
H 0.2446 -0.2764 -0.2941
H 0.2893 -0.2827 0.2578
H -0.484 0.1379 0.2313
H 0.3154 -0.3025 0.2658
H -0.363 0.2215 0.2647
H -0.3134 0.1714 0.2731
H 0.2632 -0.3823 0.2547
H 0.2913 -0.1493 0.317
H -0.3502 0.3789 0.1756
H -0.301 0.2719 0.2795
H 0.2744 -0.3881 0.2682
H -0.1874 0.4296 0.2475
H 0.3003 -0.3053 0.2208
H -0.3488 0.271 0.214
H 0.082 -0.4844 0.2467
H -0.3384 0.2373 0.2631
H 0.2356 -0.3581 0.2655

The program warned: the cutoff lies below the one the program advises for these potential files; the forces do not sum to zero within the program's tolerance; empty levels may hold ghost states of the PAW files; the exchange-correlation potential is rough where the density is thin.
